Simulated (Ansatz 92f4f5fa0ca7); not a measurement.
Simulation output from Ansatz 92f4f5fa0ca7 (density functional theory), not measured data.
Periodic cell of 237 atoms, Si147O90, from a study of silicon, its oxide and their interface. The atomic structure is a simulated model.
Doubt: the cutoff is far below the 930 eV that the study's wrapper takes by default for these files, so forces and energies are approximate.
This geometry differs little from another in the collection (a relaxation step or a small displacement).

Settings: functional PBE; potential files Ansatz PAW; basis plane waves; wave-function cutoff 580 eV; density cutoff ratio 5; exchange-correlation grid ratio 1; k mesh 1 x 1 x 1, Gamma-centred; self-consistency stop 5e-08 eV per atom in the density residual; occupations fixed; spin none; net charge 0.

Cell vectors (angstrom)
a	11.6015	0	0
b	0	10.938	0
c	0	0	32.9024

Atoms and the computed forces on them: element, x, y, z (angstrom), force x, y, z (eV/angstrom)
Si	-0.1288	-0.018	24.1326	0.0029	0.0102	0.0078
Si	3.8509	0.1153	24.2888	0.0027	0.0007	0.0109
Si	7.4398	-0.0747	24.3789	-0.0055	0.003	0.0031
Si	1.8336	1.3173	24.183	-0.0093	-0.009	0.0078
Si	5.7332	1.5432	24.427	0.0033	-0.0041	0.0092
Si	9.408	1.1367	24.0373	-0.0011	0.0047	0.0182
Si	0.029	5.2185	24.2018	0.0047	0.0095	0.0082
Si	3.7521	5.7714	24.2113	-0.0026	-0.0084	0.0079
Si	7.5546	5.6803	24.1232	0.0045	0.0017	0.006
Si	1.7152	6.8687	24.4639	-0.0026	-0.0077	0.0108
Si	5.6913	7.0849	24.2812	0.0111	-0.0018	0.0012
Si	9.7616	6.678	24.0396	-0.003	-0.0056	0.0122
Si	1.9066	2.677	26.1382	0.0005	-0.0017	-0.0147
Si	5.7534	2.9299	26.2562	-0.0103	0.0024	-0.0158
Si	9.5398	2.6556	25.9826	0.0031	-0.0035	-0.0159
Si	-0.0762	3.938	26.1406	0.0015	-0.0023	-0.0156
Si	3.7659	4.1796	26.0545	0.0134	0.0029	-0.0148
Si	7.7263	4.2193	26.0662	0.0079	-0.0004	-0.015
Si	1.8303	8.2856	26.3048	-0.0052	0.0034	-0.013
Si	5.6919	8.3092	26.2584	0.0051	0.0129	-0.0145
Si	9.6187	8.0861	26.0646	0.0011	-0.0032	-0.0097
Si	-0.1255	9.5862	26.1312	0.0039	-0.0147	-0.0114
Si	3.7677	9.6595	26.2157	0.0003	-0.0069	-0.0122
Si	7.6967	9.4985	26.2462	-0.0136	-0.007	-0.0181
Si	-0.0762	0.0191	28.0613	-0.0061	0.0059	0.0033
Si	3.8293	0.0589	28.1261	-0.0079	0.0107	-0.0018
Si	7.7125	0.0176	28.0964	-0.0014	0.013	0.001
Si	1.8833	1.3606	28.088	0.0115	-0.0125	0.0064
Si	5.7778	1.3985	28.0754	0.0032	0.0001	-0.0043
Si	9.6075	1.4003	28.0301	0.0004	-0.0095	-0.0015
Si	-0.0563	5.4189	28.0357	0.0016	0.0066	0.0015
Si	3.8002	5.474	28.0524	0.0056	0.0065	0.0046
Si	7.7174	5.4858	28.0626	-0.0009	0.0078	0.0052
Si	1.8638	6.8112	28.1222	-0.0009	-0.0066	-0.0046
Si	5.7484	6.8126	28.0774	-0.0085	-0.0068	0.0072
Si	9.6476	6.8265	28.0667	-0.0009	-0.0078	-0.0037
Si	1.9336	2.7345	30.0032	-0.1294	0.0665	0.0792
Si	5.8008	2.7345	30.0032	0.0458	0.0902	0.1813
Si	9.6679	2.7345	30.0032	-0.0437	0.0927	-0.1822
Si	0	4.1018	30.0032	-0.0406	-0.0652	-0.0017
Si	3.8672	4.1018	30.0032	-0.07	-0.0553	-0.1839
Si	7.7343	4.1018	30.0032	-0.0164	0.0395	-0.081
Si	1.9336	8.2035	30.0032	-0.1278	0.0161	0.2435
Si	5.8008	8.2035	30.0032	-0.044	-0.0425	-0.0033
Si	9.6679	8.2035	30.0032	0.0756	0.0034	-0.0913
Si	0	9.5708	30.0032	-0.1136	0.085	-0.0763
Si	3.8672	9.5708	30.0032	0.0512	-0.0217	0.0813
Si	7.7343	9.5708	30.0032	-0.0397	0.002	0.0897
Si	0	0	31.9367	0.0147	0.0178	-0.0435
Si	3.8672	0	31.9367	-0.0229	0.0389	0.0657
Si	7.7343	0	31.9367	0.0044	0.0136	0.0459
Si	1.9336	1.3673	31.9367	-0.0033	-0.0371	0.0034
Si	5.8008	1.3673	31.9367	-0.0127	-0.0602	0.0201
Si	9.6679	1.3673	31.9367	0.0067	-0.0821	-0.0637
Si	0	5.469	31.9367	-0.0059	0.0706	-0.0623
Si	3.8672	5.469	31.9367	0.0154	0.096	0.0014
Si	7.7343	5.469	31.9367	-0.0028	0.0273	-0.0383
Si	1.9336	6.8362	31.9367	-0.0031	0.0054	0.0875
Si	5.8008	6.8362	31.9367	0.0271	-0.0655	0.0266
Si	9.6679	6.8362	31.9367	-0.0099	-0.0172	-0.0288
Si	1.9336	2.7345	0.9679	0.1117	0.0112	-0.0868
Si	5.8008	2.7345	0.9679	0.1087	-0.0066	0.2132
Si	9.6679	2.7345	0.9679	-0.0479	0.0513	-0.0198
Si	0	4.1018	0.9679	0.148	-0.018	0.0158
Si	3.8672	4.1018	0.9679	-0.0456	-0.0232	0.0664
Si	7.7343	4.1018	0.9679	-0.0369	-0.0039	-0.2309
Si	1.9336	8.2035	0.9679	0.077	-0.0413	0.1214
Si	5.8008	8.2035	0.9679	-0.0397	-0.0114	0.13
Si	9.6679	8.2035	0.9679	0.0269	-0.021	-0.1015
Si	0	9.5708	0.9679	0.07	-0.0664	-0.1418
Si	3.8672	9.5708	0.9679	0.0767	-0.0717	0.0998
Si	7.7343	9.5708	0.9679	0.0081	-0.0172	0.0785
Si	0.0598	0.0339	2.8519	0.0046	0.0078	-0.0003
Si	3.9466	-0.008	2.9124	0.0042	0.0151	-0.0127
Si	7.7767	-0.0312	2.9286	0.003	0.0058	-0.0057
Si	2.0186	1.3497	2.8799	0.0016	-0.0039	-0.0014
Si	5.8511	1.3565	2.9243	-0.0022	-0.0122	0.0121
Si	9.7117	1.346	2.8784	0.004	-0.0111	-0.0039
Si	0.0671	5.4728	2.8996	-0.001	0.0056	-0.0001
Si	3.8984	5.4534	2.9221	0	0.0117	-0.0002
Si	7.7476	5.478	2.8697	-0.0006	0.0042	-0.0058
Si	1.994	6.8718	2.9448	0.0014	-0.0075	-0.0072
Si	5.8094	6.8307	2.9208	0.0086	-0.0095	-0.0097
Si	9.7149	6.7956	2.8617	-0.0002	-0.0054	-0.0132
Si	2.0259	2.683	4.8172	-0.0263	0.0082	0.0092
Si	5.83	2.6542	4.9199	-0.0117	0.0095	0.0048
Si	9.7257	2.7202	4.7902	-0.0277	0.0005	0.0183
Si	0.1149	4.0579	4.7991	0.0249	-0.0075	0.0121
Si	3.9464	4.1035	4.8839	0.0042	-0.0066	0.0118
Si	7.7491	4.0028	4.6991	0.0043	-0.0073	0.0151
Si	2.0474	8.3676	4.8282	-0.0142	0.0089	0.0116
Si	5.8219	8.1399	4.9075	-0.0166	0.0028	0.016
Si	9.7897	8.1547	4.7672	-0.0102	-0.0049	0.0188
Si	0.048	9.6226	4.7586	0.006	0.004	0.0077
Si	4.0102	9.6868	4.9334	0.0092	-0.0068	0.0191
Si	7.7927	9.4314	4.8075	0.0068	-0.0026	0.0198
Si	-0.0343	0.0113	6.7118	0.0088	0.0035	-0.0191
Si	3.9723	0.0662	7.001	0.003	0.0131	-0.021
Si	7.7755	-0.1908	6.7375	0.007	-0.0034	-0.0167
Si	1.9809	1.3159	6.7779	0.0016	-0.0019	-0.0146
Si	6.037	1.3621	6.9776	-0.0003	-0.0082	-0.0129
Si	9.6122	1.3121	6.6963	-0.0062	0.0108	-0.0212
Si	0.3663	5.4877	6.6791	-0.0073	0.0026	-0.0182
Si	3.9368	5.5165	6.8373	0.0092	-0.0014	-0.0169
Si	7.8622	5.3949	6.5448	0.0178	-0.0303	-0.0086
Si	2.1686	7.0502	6.7481	0.0058	-0.0063	-0.0094
Si	5.995	6.7958	6.9112	0.0002	0.0033	-0.0148
Si	9.8898	6.5795	6.5328	0.0014	0.0314	0.0031
O	6.2401	7.699	8.3059	0.0128	0.0183	0.0149
O	7.9046	4.5451	7.9701	-0.0042	0.0006	0.0011
O	11.2861	9.7994	7.8918	0.0057	-0.0045	0.0188
O	9.3513	2.2654	8.047	-0.0053	0.0113	0.0109
O	7.749	9.889	8.1752	-0.0037	-0.0116	0.0122
O	9.7503	7.3606	7.9706	-0.0114	-0.0104	-0.001
O	2.2928	7.8405	8.2342	0.0036	0.0179	0.0105
O	6.6469	2.2411	8.3083	0.0201	0.014	0.0123
O	0.6938	4.6202	8.0832	0.0126	-0.0106	0.0153
O	3.8396	10.0116	8.3476	-0.0125	-0.0213	0.0174
O	9.7667	4.3632	12.3729	0.0048	-0.0022	0.0005
O	1.9671	2.2911	8.1205	-0.0029	0.0093	0.0081
O	1.4079	7.8901	23.1841	-0.0071	0.0082	-0.0058
O	5.911	2.4141	23.0161	0.0038	0.0166	-0.0143
O	-0.0865	10.0232	22.723	0.0009	-0.0119	-0.0083
O	1.9331	2.2871	22.8387	-0.0079	0.0195	-0.0175
O	3.6181	5.3827	22.6043	0.0083	-0.0075	-0.0342
O	4.2134	10.1402	22.941	0.01	-0.0071	-0.0095
O	9.125	1.7308	22.5019	-0.0162	0.0021	-0.0394
O	5.5376	7.8408	22.7873	0.0013	0.0042	-0.0058
O	10.2825	7.6654	22.7796	0.011	0.0091	-0.0076
O	6.8791	4.9009	22.8182	-0.0244	-0.0221	-0.0039
O	6.9679	9.9825	23.0335	-0.01	-0.0083	-0.0062
O	0.2988	4.384	22.7588	0.0078	-0.016	-0.0126
Si	4.1169	6.5907	13.9921	-0.0027	0.0021	-0.0004
Si	10.9168	2.2036	19.5044	0.0017	0.0017	0.0028
Si	3.6829	4.802	21.0896	-0.008	-0.008	0.0154
Si	1.1524	3.312	21.8385	0.0047	0.0048	0.014
Si	7.5549	4.4621	15.2809	-0.0003	0.0026	-0.0007
Si	1.7204	0.5288	12.9968	-0.0038	-0.0035	0.0025
Si	11.4692	7.7274	19.4355	0.0024	0.0116	0.0096
Si	1.264	13.9176	11.4211	0.0079	0.009	0.0001
Si	4.1289	8.3972	16.4821	0.0001	-0.0012	-0.004
Si	3.1459	12.6468	15.3866	-0.0034	-0.0014	-0.0013
Si	13.6409	3.8385	8.6232	0.0126	0.0038	-0.0102
Si	0.0939	8.4355	22.3911	-0.0073	0.0051	0.0049
Si	8.8259	8.9629	18.3397	-0.0016	0.0036	-0.0005
Si	6.4892	10.5728	19.7821	-0.0028	-0.0024	0.0059
Si	7.1789	8.7366	9.1794	-0.0029	-0.0029	-0.0065
Si	10.8357	0.2017	17.3047	0.0023	-0.0003	-0.0088
Si	1.0177	8.7334	16.7165	-0.0013	0.0034	-0.0053
Si	9.7753	7.2758	9.5803	0.0022	0.0133	-0.01
Si	5.2064	0.2897	16.9802	0.0029	0.0012	0.0004
Si	5.5701	9.4195	22.3674	-0.0041	0.0067	0.0135
Si	2.8127	9.0577	9.207	0.0085	0.0019	-0.0096
Si	15.1325	8.9038	12.203	-0.0007	-0.0024	-0.0007
Si	9.7708	2.1339	15.1254	0.0013	-0.0035	-0.0036
Si	8.0519	3.0714	8.6411	-0.0125	-0.0137	-0.0116
Si	8.8646	4.7174	11.06	0.0047	-0.0047	-0.0015
Si	10.3682	5.1475	18.4819	0.0055	-0.0052	-0.0074
Si	10.7624	11.8381	11.4817	-0.0011	-0.005	0.0103
Si	4.5542	6.1132	18.4347	-0.0049	-0.0029	0.0003
Si	8.1643	11.6962	13.0872	0.0017	-0.0021	0.0051
Si	5.952	12.9863	14.6692	0.0004	-0.0005	-0.0015
Si	11.6715	6.0345	15.8489	-0.0021	0.0006	-0.0023
Si	6.9181	6.173	12.8361	0.003	0.0034	0.0035
Si	8.3332	1.8261	21.0669	-0.0122	0.0144	0.0151
Si	11.5273	20.5762	9.4973	-0.0035	-0.011	-0.0066
Si	2.8936	4.7417	16.1003	0.0043	0.0011	-0.0017
Si	6.5535	9.1711	12.0809	-0.0014	0.0009	-0.0066
Si	6.3157	3.6182	21.9913	0.022	0.0051	0.0033
Si	7.6347	6.155	17.9649	-0.0008	-0.0001	-0.0106
Si	11.0621	4.2238	13.3579	-0.0021	-0.0039	0.0015
O	5.5428	9.65	20.7513	0.0034	0.0059	-0.0143
O	10.8445	3.6044	18.6646	-0.0023	0.0057	-0.001
O	9.0251	11.7726	14.4709	0.0021	0.0018	0.0014
O	8.3902	8.0054	9.9926	0.0049	-0.0033	-0.0015
O	0.1731	13.3895	20.8644	-0.0066	-0.0053	-0.0154
O	5.1386	9.6645	16.5392	-0.001	-0.0003	0.0001
O	4.1935	7.6095	17.9042	-0.0003	0.0033	-0.0001
O	14.1061	-0.8411	12.6055	-0.0034	0.0046	-0.0022
O	8.7901	5.4057	18.8649	-0.0032	0.0024	0.0029
O	9.7856	5.7693	10.1884	-0.0066	-0.0092	-0.0029
O	6.2599	12.0205	15.9835	0.0007	0.0009	-0.0018
O	12.454	4.1186	12.5173	-0.0049	0.0021	-0.0021
O	5.0349	9.3809	12.6489	0.0001	0.0005	-0.0017
O	11.3225	6.0968	19.4186	-0.005	0.0014	0.0027
O	15.1015	8.5447	10.5964	0.0013	-0.0004	0.0085
O	1.515	9.9169	9.7248	-0.0062	-0.0035	-0.0066
O	11.223	5.4806	14.3837	0.0004	0.0005	-0.001
O	0.8859	8.2199	18.2639	-0.001	0.0016	-0.0009
O	7.5541	3.2446	21.0119	0.0048	-0.0167	0.0158
O	7.1733	7.759	12.6057	-0.0018	-0.0056	-0.0007
O	7.632	-1.3311	19.1964	0.0098	-0.0069	-0.0037
O	11.4624	0.8985	18.6669	0.0006	-0.0056	-0.0017
O	8.4132	3.3911	10.2028	0.0077	0.0109	0.0091
O	11.7147	11.2446	12.6951	0.0028	-0.0004	-0.0056
O	7.5923	10.2382	12.7193	0.0012	0.0049	-0.0036
O	9.5147	10.1603	17.4541	0.0051	0.0004	0.0025
O	14.772	18.4744	13.0412	0.0013	-0.0051	0.0004
O	3.3196	5.3319	14.636	-0.0011	-0.0012	-0.0004
O	10.4627	12.4675	16.4473	-0.0013	0.0004	0.0013
O	13.6456	3.7732	10.243	-0.0082	-0.0089	0.015
O	7.4438	5.3841	11.5122	-0.0067	0.0034	-0.0052
O	4.6822	7.4813	15.248	-0.0008	0.0007	-0.0002
O	3.9836	5.0442	17.3007	-0.0025	-0.0017	-0.004
O	6.8652	12.6666	13.3447	-0.0019	0.0019	-0.0035
O	4.3751	12.8105	14.309	0.0001	-0.0002	-0.0022
O	-2.3768	12.1559	11.9323	-0.004	0.0017	-0.0072
O	3.7145	0.9334	16.7247	-0.001	0.0001	0.001
O	11.8155	7.666	15.758	-0.0002	-0.0015	0.0003
O	2.2741	4.0032	20.873	0.0093	0.0041	0.0024
O	5.3203	5.972	13.0811	-0.0018	-0.0001	-0.0056
O	1.9815	22.7701	14.578	0.001	0.001	0.0022
O	0.4783	8.2314	20.838	-0.0017	-0.0094	-0.0262
O	3.8061	5.8779	19.8701	0.0049	0.0062	-0.0056
O	8.1383	7.6802	17.5736	-0.0004	-0.0052	0.0027
O	2.621	3.1497	15.9246	0	0.0007	0.0006
O	13.8086	1.8042	12.0705	-0.0004	-0.0037	-0.0052
O	9.9895	8.3931	19.318	0.0007	-0.0015	-0.0045
O	-0.1238	13.1953	10.8967	-0.0002	-0.0008	-0.0098
O	1.4615	16.3703	16.4593	-0.0013	0.0013	0.0009
O	-0.9546	10.7459	10.2847	-0.0026	0.0117	0.001
O	7.4066	5.3251	16.6123	0.0011	0.0004	0.0015
O	8.7496	14.3028	15.4511	-0.0034	0.0029	-0.0016
O	11.9853	10.2291	16.5924	-0.0026	-0.0011	0.0031
O	3.4375	4.5566	8.1321	-0.0192	-0.0104	0.0066
O	5.6634	0.3599	18.5565	-0.0051	0.0021	-0.0063
O	6.3737	9.3638	10.4552	-0.0007	0.0011	0.0061
O	10.5145	5.6033	16.9157	0.0004	0.0013	-0.0014
O	10.9093	2.8027	14.1644	-0.0027	0.005	-0.0021
O	14.1741	8.8287	16.2416	0.0018	-0.0002	0.0009
O	6.1752	6.0744	18.7073	0.0053	0.001	0.0017
O	11.0854	8.1507	10.0358	-0.0054	-0.0056	-0.0016
O	9.3991	1.7622	19.867	0.0054	0.0018	-0.0017
O	5.0269	3.879	21.0333	0.0002	0.0025	0.0003
O	7.7642	5.5562	14.09	-0.0003	-0.0027	0.001
O	6.1783	14.553	15.0574	0.0005	0.0014	-0.0003
O	7.1927	0.7116	20.7714	0.0066	0.0072	0.0014

Results
free energy: -144632.338 eV
free energy less fixed offsets of O -568.88, Si -635.61 eV per atom: 1.532 eV

The program warned: the cutoff lies below the one the program advises for these potential files; the forces do not sum to zero within the program's tolerance; the exchange-correlation potential is rough where the density is thin.
